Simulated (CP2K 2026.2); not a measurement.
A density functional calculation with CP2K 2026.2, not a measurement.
Periodic cell of 1056 atoms, Si736O320, from a study of silicon, its oxide and their interface. The atomic structure is a simulated model.
Doubt: the forces sum to 2.67 eV/angstrom along one axis rather than to zero, so they err by at least 0.0025 eV/angstrom per atom on average; the grid cutoff is modest.

Settings: functional PBE; method Gaussian and plane waves; basis set DZVP-MOLOPT-SR-GTH; pseudopotentials GTH-PBE; grid cutoff 350 Ry, relative cutoff 50 Ry; k points Gamma only; occupations fixed; spin none; net charge 0.

Cell vectors (angstrom)
a 30.7742 0 0
b 0 15.3871 0
c -5.447 -0.9857 39.8136

Atoms and the computed forces on them: element, x, y, z (angstrom), force x, y, z (eV/angstrom)
Si 21.7589 0.0786 30.6391 0.0471 -0.0517 0.1155
Si 20.627 2.9398 30.6223 -0.0143 0.0057 0.1461
Si 23.9355 7.3524 28.7713 -0.0027 0.0103 -0.0074
Si 21.7404 6.6825 33.4696 -0.0449 -0.403 0.5588
Si 24.7875 -0.3645 30.7578 0.002 -0.054 0.0744
Si 26.1459 2.1026 30.119 -0.088 -0.0891 0.0906
Si 20.4952 4.1806 26.3321 -0.0631 -0.0549 0.0575
Si 23.0112 9.6229 30.6017 0.0939 -0.1219 0.0029
Si -1.3985 14.2799 31.763 -0.2778 -0.2054 0.4946
Si -1.626 1.9765 31.0259 0.0542 0.1167 0.103
Si -2.1229 6.8907 31.1732 0.0939 -0.0028 -0.0081
Si -2.337 9.937 31.0556 0.1541 0.0552 0.0525
Si 1.5938 14.4704 31.4106 0.3562 0.0908 0.5686
Si 1.0218 1.8055 29.7825 0.0712 -0.0645 0.0527
Si 6.953 3.7003 28.8383 0.0747 0.0546 0.1467
Si 1.847 9.9427 31.3689 -0.0907 0.1649 0.6537
Si 26.0925 -0.6027 33.651 0.4675 0.3688 0.4161
Si 24.7389 3.7901 32.2273 -0.0832 0.1336 0.0523
Si 25.8129 6.2869 30.912 0.0232 -0.0824 0.1324
Si 24.4529 7.9842 32.9371 0.1404 0.3126 0.5402
Si -2.2802 14.3369 33.896 -0.0293 0.0409 0.0171
Si -0.8489 2.8114 33.8152 0.3357 -0.1337 0.5087
Si -0.9499 6.5414 34.0217 0.2361 0.1902 0.6831
Si -1.0151 10.5714 33.7988 0.4156 -0.0683 0.5476
Si 2.7408 14.4696 33.4861 0.1579 -0.0237 -0.1182
Si 1.626 2.8059 33.71 -0.0329 -0.0374 0.0497
Si 1.43 6.5564 34.0188 -0.0806 0.0865 0.1396
Si 1.4648 10.5488 33.6398 -0.0828 -0.0589 -0.0071
Si 5.0927 14.374 32.6665 -0.3335 0.4447 0.2849
Si 6.4706 4.9465 33.3422 -0.0119 -0.3412 0.6373
Si 2.4327 6.1389 32.0028 -0.3637 -0.0091 0.4699
Si 4.4646 10.2777 29.7823 -0.1278 -0.0769 0.0226
Si 25.4691 1.2766 35.1349 0.001 0.067 0.0243
Si 25.4418 3.8033 35.0999 -0.0307 -0.2249 0.6189
Si 25.1714 9.1097 34.9246 -0.0615 -0.5419 0.0994
Si 25.3151 12.2133 35.2116 0.0332 0.0847 0.7326
Si -1.5314 0.8883 35.0516 -0.0018 -0.0261 -0.0838
Si -1.4616 4.6136 35.2168 0.0504 0.0552 -0.0485
Si -1.5636 8.6032 35.024 0.0036 -0.0383 -0.1012
Si -1.6483 12.4334 35.1231 0.0261 -0.0599 -0.0051
Si 2.2765 0.9092 34.9471 0.0202 0.0429 -0.033
Si 2.1331 4.6346 35.1553 0.0197 -0.0101 0.0134
Si 2.0383 8.639 34.9895 -0.0401 -0.0057 -0.0202
Si 2.2042 12.5187 34.81 -0.0012 -0.0397 -0.0226
Si 6.1964 1.585 35.1507 0.0137 0.0233 0.0352
Si 6.1709 3.9581 35.3584 -0.0211 0.0068 0.0171
Si 5.8805 9.1996 34.8694 0.0777 -0.4727 0.762
Si 6.0154 12.3565 34.9475 -0.0341 0.369 0.7031
Si 23.4389 0.9161 36.3046 0.0147 0.0097 -0.0059
Si 23.4899 4.6751 36.276 0.0258 0.0309 -0.0276
Si 23.3679 8.7257 36.4124 -0.0301 -0.021 -0.0289
Si 23.3795 12.449 36.4891 -0.0054 -0.0215 -0.0524
Si -3.4219 0.9755 36.4984 -0.0105 -0.0837 -0.0239
Si -3.4964 4.6005 36.3846 -0.0266 -0.0096 -0.0156
Si -3.6103 8.6031 36.215 -0.0296 -0.0077 0.0356
Si -3.5174 12.3563 36.5102 -0.0099 0.0503 -0.001
Si 0.3923 0.814 36.4099 0.0104 0.0294 0.008
Si 0.3595 4.6585 36.6631 0.03 0.0429 -0.0693
Si 0.2591 8.6335 36.5092 0.0544 -0.0208 -0.0437
Si 0.3535 12.5508 36.3498 0.0091 0.0164 -0.0062
Si 4.1953 1.028 36.3223 -0.003 -0.0311 0.0436
Si 4.1599 4.6918 36.3741 0.0217 0.0544 0.0053
Si 4.0413 8.7063 36.2784 0.0258 -0.0267 -0.0182
Si 4.0797 12.4956 36.2912 0.0115 0.0109 -0.0063
Si 23.4082 14.4266 37.7308 0.0121 -0.0072 -0.0024
Si 23.3872 2.8238 37.7286 0.0065 -0.0246 0.0053
Si 23.4507 6.6777 37.6216 0.0335 0.0267 -0.0192
Si 23.378 10.5622 37.8725 0.003 -0.0141 0.028
Si -3.494 14.3661 37.7582 0.0368 -0.0067 -0.0043
Si -3.4467 2.8251 37.9014 -0.054 0.0063 0.0301
Si -3.5764 6.6558 37.6069 -0.0013 0.0071 -0.0366
Si -3.5441 10.4214 37.7856 -0.0409 -0.0267 -0.0048
Si 0.3635 14.3615 37.8208 -0.0381 -0.0042 0.0449
Si 0.3503 2.7025 37.8765 -0.0242 -0.0032 -0.0314
Si 0.3199 6.6895 37.8328 -0.0064 -0.0103 0.043
Si 0.3063 10.6111 37.7513 -0.0087 -0.0156 -0.0449
Si 4.1701 14.4406 37.6462 -0.004 -0.0047 -0.0489
Si 4.1294 2.8521 37.8249 0.023 -0.0113 -0.029
Si 4.1752 6.7243 37.6154 -0.0179 0.016 -0.0015
Si 4.0831 10.5927 37.7077 0.0494 -0.001 -0.0121
Si 25.3374 14.4158 39.0967 0.002 -0.0052 0.0321
Si 25.318 2.8459 39.1144 -0.0278 0.0109 0.0293
Si 25.3259 6.7056 39.0481 0.0093 -0.0041 0.0322
Si 25.3278 10.5341 39.1658 0.0054 0.0047 0.0152
Si -1.5892 14.3758 39.1419 -0.0154 -0.0037 0.0104
Si -1.5553 2.8107 39.2379 0.0517 -0.0294 0.0513
Si -1.6647 6.6889 39.0726 0.0043 -0.0153 -0.0122
Si -1.6105 10.535 39.1224 0.0057 0.0134 0.0097
Si 2.3074 14.4095 39.1201 0.0028 0.0153 0.0006
Si 2.2583 2.8088 39.2164 -0.0277 0.0117 0.0461
Si 2.2928 6.711 39.0922 0.0211 0.0137 -0.0214
Si 2.2151 10.5804 39.1212 0.0084 -0.0016 0.0391
Si 21.4719 -0.9216 39.0713 -0.0098 -0.0231 0.0051
Si 21.5011 2.9091 39.1221 -0.0056 -0.0156 0.0423
Si 21.5099 6.7464 39.0221 -0.0052 -0.0081 -0.0096
Si 21.4522 10.6055 39.1933 0.0044 -0.0008 0.0142
Si 0.0153 1.9371 11.5763 0.002 -0.0004 -0.0053
Si -0.0003 5.855 11.5932 0.0049 -0.0074 -0.008
Si -0.0075 9.663 11.6159 -0.0013 -0.0005 -0.0305
Si -0.0017 13.4871 11.6121 -0.0137 -0.0234 -0.0283
Si 3.8558 1.9554 11.5912 -0.0119 0.0387 -0.0075
Si 3.8535 5.8197 11.575 -0.0137 -0.0135 -0.0239
Si 3.8442 9.6418 11.6093 0.0303 0.0097 -0.0087
Si 3.8391 13.4873 11.5909 0.0036 -0.0082 -0.0158
Si 7.6698 1.9327 11.5174 -0.0056 0 -0.0287
Si 7.6808 5.7798 11.5511 -0.0016 -0.0148 -0.0127
Si 7.6744 9.6076 11.5151 0.0082 0.0313 -0.027
Si 7.6756 13.4876 11.5234 -0.0108 -0.0323 -0.0234
Si 26.9846 1.986 11.5237 0.0052 -0.0089 -0.0117
Si 26.9671 5.8601 11.517 0.0067 0.0142 -0.0261
Si 26.958 9.6582 11.5393 0.007 0.0169 -0.0209
Si 26.9556 13.5408 11.5132 0.0053 -0.0168 -0.0256
Si 28.8748 1.9308 12.9435 0.0142 0.006 0.0321
Si 28.8392 5.9027 12.951 -0.0021 -0.0005 0.0184
Si 28.8333 9.6872 12.9847 -0.0177 0.0133 0.0236
Si 28.8228 13.4838 12.9554 -0.0068 -0.0231 -0.0096
Si 1.927 1.9538 12.9553 0.0276 -0.0221 0.0044
Si 1.9355 5.8554 12.9432 0.0058 0.0252 0.0022
Si 1.9151 9.6714 12.9859 -0.0687 0.0251 0.0338
Si 1.9249 13.4725 12.983 -0.0035 0.011 0.0287
Si 5.7907 1.935 12.9464 0.0295 -0.0109 0.0212
Si 5.7708 5.8187 12.9441 0.0059 0.0022 0.0351
Si 5.8015 9.5945 12.937 -0.0052 -0.0141 0.0232
Si 5.7801 13.4978 12.9252 -0.0041 0.0219 0.0064
Si 9.6126 1.9581 12.8209 -0.0244 0.0088 -0.0276
Si 9.6285 5.7574 12.8728 -0.0013 -0.0066 -0.0027
Si 9.5935 9.5818 12.8492 0.0182 0.0032 0.0044
Si 9.6053 13.5185 12.8511 0.0148 0.0055 0.0037
Si -1.9086 -0.0119 14.3342 -0.0034 0.0169 0.033
Si -1.8957 3.9217 14.2037 -0.0106 -0.0035 -0.048
Si -1.9447 7.8096 14.4035 -0.016 -0.0205 0.0192
Si 28.7398 11.5975 14.3902 -0.0357 -0.0074 -0.0268
Si 1.9794 0.0176 14.3277 0.0089 0.0259 -0.0064
Si 1.8935 3.9219 14.2644 -0.0091 -0.0085 -0.0117
Si 1.9654 7.7598 14.3574 0.0485 -0.0366 -0.0148
Si 1.8345 11.5707 14.4026 -0.0147 -0.0331 -0.0092
Si 5.7916 0.013 14.3372 -0.0182 0.0172 -0.0293
Si 5.8066 3.8846 14.2741 -0.0185 0.0114 -0.0162
Si 5.7995 7.7064 14.3815 -0.0094 0.0095 -0.0415
Si 5.7743 11.5463 14.2302 0.0146 -0.0063 -0.0516
Si 9.5689 0.0818 14.1852 -0.0146 -0.0404 -0.0402
Si 9.6543 3.8281 14.2219 0.0118 0.0083 0.0117
Si 9.5531 7.6597 14.2238 -0.0143 0.0354 -0.0085
Si 9.6262 11.5467 14.1087 -0.0123 0.01 -0.0313
Si 0.0626 0.0078 15.6763 0.0098 0.0309 -0.0012
Si -0.0503 4.0056 15.6164 0.0166 0.0188 -0.0077
Si 0.054 7.8033 15.7267 -0.0266 0.0601 0.0764
Si -0.1557 11.6274 15.7995 0.0068 0.018 0.0217
Si 3.8948 -0.0335 15.745 -0.0049 -0.0249 0.0367
Si 3.8316 3.858 15.5604 0.0205 0.0024 -0.0226
Si 3.8889 7.7641 15.7687 -0.0374 0.0041 0.0212
Si 3.8793 11.4998 15.6026 0.0197 0.0362 0.0384
Si 7.7391 0.0926 15.6597 0.0268 -0.0515 0.0044
Si 7.7678 3.9342 15.6141 0.0131 -0.0028 0.0111
Si 7.7413 7.6368 15.7507 0.0195 0.0367 0.0373
Si 7.7547 11.5735 15.4717 0.0037 -0.0028 0.0321
Si 26.8462 0.0173 15.5757 0.0082 -0.0161 0.0115
Si 27.0525 3.9247 15.6303 -0.0064 -0.0215 0.0232
Si 26.7863 7.808 15.6591 -0.0405 0.028 0.0259
Si 26.7359 11.5721 15.6965 0.014 -0.0314 0.0797
Si -0.0465 2.0347 16.8573 -0.0195 -0.0547 0.0132
Si 0.0207 5.8867 17.1052 -0.0107 -0.0766 -0.0178
Si 0.0261 9.7073 17.1576 0.0155 -0.0323 -0.0392
Si 0.1457 13.5454 17.1764 0.0303 0.0416 -0.0206
Si 3.8405 1.9649 16.9881 -0.0073 -0.0426 0.031
Si 3.9391 5.7426 16.9648 0.0512 -0.0078 0.0314
Si 3.9761 9.7099 17.1532 0.0581 -0.0693 0.0821
Si 3.9701 13.3332 17.0308 -0.4006 0.2034 -0.2628
Si 7.6776 2.0715 17.0141 -0.0798 -0.0848 0.0143
Si 7.8482 5.7115 17.2217 0.0251 0.0293 0.0836
Si 8.1883 9.6945 16.8084 0.2768 -0.0752 -0.4351
Si 8.2728 13.4608 16.7696 0.0235 0.0205 0.0039
Si 26.9413 1.9189 16.9216 0.027 0.0243 0.0383
Si 27.0976 5.9021 16.9717 -0.0367 -0.0932 -0.0617
Si 26.0834 9.6661 16.9965 -0.0287 -0.0211 -0.0844
Si 26.1253 13.5469 16.8666 -0.1937 -0.0641 -0.5714
Si -1.9102 1.7654 18.2511 0.0349 0.0757 -0.7433
Si -1.8684 6.5948 18.3651 0.0392 0.1128 0.0236
Si -1.4443 8.9299 18.8938 -0.4102 -0.0473 -0.4676
Si -0.9134 14.2889 19.1696 0.2664 -0.1737 -0.6764
Si 1.8378 2.2858 18.1758 0.1096 -0.26 -0.7295
Si 2.5485 6.6616 21.1317 0.0344 -0.1014 -0.0625
Si 2.0111 10.3378 18.3503 -0.0684 0.2251 -0.5375
Si 2.103 12.7935 18.3297 0.025 -0.1087 -0.0913
Si 5.7195 2.687 18.1854 0.0895 0.2054 -0.5618
Si 5.8047 5.096 18.2688 0.0496 -0.1476 -0.6313
Si 5.786 9.6352 18.7387 -0.3679 0.2287 -0.555
Si 6.7781 13.5808 18.5398 0.4475 -0.1172 -0.357
Si 25.039 2.2667 18.2218 -0.0166 -0.1639 -0.7902
Si 25.5575 5.3708 18.6302 0.4299 0.1561 -0.4959
Si 27.0777 9.772 19.1722 0.3893 -0.2914 -0.6772
Si 27.2376 12.9148 19.7229 -0.01 -0.0085 -0.1077
Si 5.9657 11.918 20.8409 0.0628 -0.0838 -0.0854
Si 24.5383 6.5821 23.4869 0.0566 0.0441 -0.0078
Si 6.2992 10.8321 23.6936 -0.0761 0.032 -0.0798
Si 2.014 5.4377 18.2557 0.0414 0.2254 -0.7508
Si 1.7334 13.6959 20.4684 0.0339 -0.1423 -0.5305
Si 23.9603 3.5971 22.8568 -0.0205 -0.0467 -0.0279
Si 6.4009 0.7167 20.2097 -0.0827 0.0184 -0.126
Si 1.1653 11.6462 22.8413 0.0384 -0.0722 0.0474
Si 1.0791 3.0682 24.8633 -0.11 -0.0237 0.0033
Si 0.8993 9.1603 21.0192 0.015 0.0811 -0.2058
Si -1.5461 3.457 20.8038 0.1313 -0.0852 -0.134
Si 1.1398 2.2464 20.9599 -0.0872 -0.0543 -0.0069
Si 3.5047 11.5232 25.0554 0.0292 -0.051 -0.0203
Si 9.2921 1.7922 20.6444 -0.0016 0.2231 -0.6647
Si 27.8503 6.1139 20.432 0.1316 0.1612 -0.6459
Si 24.3691 12.3119 24.1473 0.065 -0.0058 -0.1335
Si 3.7224 14.1655 26.8255 0.0806 -0.0402 0.0628
Si 25.5372 6.4794 26.4668 -0.1133 0.0896 0.0177
Si -1.1197 11.8294 24.7362 0.0199 -0.0102 0.1421
Si 1.7272 7.7728 27.4334 0.5204 0.2599 -0.1505
Si -3.3216 8.7628 26.7942 0.0681 0.1434 -0.0732
Si 26.9567 10.4579 24.1511 0.1309 -0.0833 0.0004
Si 6.4161 7.7168 23.2643 0.0103 0.0386 -0.0416
Si 4.0353 13.4307 29.8579 -0.0486 0.052 0.0637
Si 26.5526 8.3645 21.8161 0.0396 0.0158 -0.049
Si 5.2753 -0.2221 24.3729 -0.0277 0.0158 0.0696
Si 25.0805 3.604 27.6959 -0.0843 0.0659 -0.0541
Si 0.6079 7.4491 30.2395 0.0206 0.0567 0.1292
Si 24.0471 12.2023 29.4466 0.0244 0.1421 0.0958
Si 3.0517 3.8748 22.5283 -0.0598 0.0851 -0.0468
Si 26.729 10.9002 28.9335 0.1891 -0.002 0.116
Si -3.1573 0.1823 24.3452 0.0125 0.1102 -0.0989
Si -0.3446 9.4777 26.5636 0.0178 0.0208 0.0053
Si 4.6156 6.7305 25.4208 -0.1022 0.0584 0.0467
Si 5.6129 2.8338 23.7659 -0.0083 0.0181 0.0609
Si 8.4099 14.6472 24.3176 -0.0738 0.0692 0.0222
Si -0.0431 10.9311 29.2322 -0.0518 -0.0771 0.1496
Si 4.3192 14.3083 21.722 0.0559 0.0335 -0.0447
Si 2.825 3.1812 31.6537 -0.3684 -0.1752 0.4941
Si 25.1534 1.8534 25.1339 0.0973 -0.0414 -0.0065
Si 5.5032 7.08 20.4814 -0.0452 -0.1013 -0.0788
Si 25.8466 14.1517 22.3111 0.0032 -0.0419 -0.1384
Si -1.9546 13.1156 29.0905 -0.0707 -0.0641 0.1412
Si -1.4872 14.4214 26.533 0.1752 -0.1567 -0.0241
Si 2.3139 5.1678 26.299 0.0478 0.0373 0.0114
Si 1.1972 0.675 26.8162 -0.028 0.0125 0.1216
Si -0.8848 1.7473 22.9971 0.1354 0.0162 -0.0227
Si 3.5915 9.0542 26.961 -0.508 -0.3761 0.2056
Si 6.5341 0.8804 32.8811 0.0721 -0.0086 -0.0943
Si 5.8153 2.5869 31.4731 0.1522 -0.6183 0.3606
Si 8.1878 6.4654 28.9282 -0.0242 0.0381 0.0462
Si 5.0586 7.4082 32.5105 0.0015 0.0562 0.0917
Si 8.8658 0.6141 32.4744 -0.6447 0.1854 0.1296
Si 10.3677 2.6201 30.9311 -0.0237 0.008 0.0575
Si 5.0143 4.1361 26.5692 -0.1078 0.0941 -0.0386
Si 6.828 8.5296 30.589 -0.0219 0.0274 -0.0291
Si 14.4357 -0.4544 31.5852 -0.4923 -0.1884 0.6039
Si 13.467 2.5387 31.6323 0.2616 0.1116 0.6178
Si 13.4425 7.0253 30.9399 -0.0904 -0.0449 0.1351
Si 13.3787 10.151 30.8298 0.0879 -0.0317 0.185
Si 17.5183 14.2442 31.6047 0.3896 0.1624 0.6297
Si 18.1734 2.4682 27.2191 -0.1546 -0.0029 -0.1229
Si 22.355 4.7376 28.7121 0.0759 -0.0457 0.0912
Si 17.5698 11.0325 31.3161 -0.2641 -0.2295 0.7102
Si 10.5387 13.5527 32.7013 0.1136 0.0557 0.128
Si 9.4915 4.892 32.9236 0.2632 -0.2938 0.5431
Si 10.5525 6.7666 30.8711 -0.0933 0.0005 0.1148
Si 9.369 9.3162 31.9437 0.0309 -0.0499 0.0683
Si 13.362 14.4799 33.6278 0.6327 0.0088 0.028
Si 14.4703 2.9407 33.74 0.0135 -0.0457 0.0169
Si 14.2653 6.8127 33.8406 -0.1554 -0.0182 0.7889
Si 14.5427 10.6607 33.7661 0.3222 0.0367 0.6193
Si 18.3819 14.5356 33.7444 0.0194 0.0321 -0.0189
Si 16.9577 3.0122 33.8059 -0.4229 -0.1024 0.5509
Si 17.3391 6.9388 33.9252 0.083 -0.1244 0.6882
Si 16.9754 10.6824 33.6474 -0.0477 0.0662 -0.0704
Si 20.7588 -0.7279 33.516 -0.3041 0.3229 0.5134
Si 21.8034 3.1032 33.4606 -0.0951 -0.1244 0.8075
Si 19.39 6.7142 31.5824 0.0195 0.0001 0.1375
Si 19.9535 9.3426 30.132 -0.1246 -0.0065 0.0179
Si 9.9342 1.7642 35.2208 0.095 0.2115 0.5701
Si 9.9645 4.1744 35.1394 -0.0201 -0.0126 -0.0546
Si 9.8859 9.4672 35.0792 0.0437 0.148 0.6572
Si 9.9841 11.8766 35.2326 -0.0191 -0.1789 0.6469
Si 13.8565 1.0124 34.9837 -0.0096 0.0071 -0.0254
Si 13.9089 4.8257 35.0501 -0.0334 0.0547 -0.0735
Si 13.8778 8.7836 35.0574 0.0045 -0.0271 -0.0517
Si 13.8545 12.5785 34.97 -0.0092 -0.0491 -0.0011
Si 17.6667 1.0575 34.9658 -0.0134 0.0183 -0.0035
Si 17.5776 4.8964 35.0971 0.0134 0.0294 -0.0347
Si 17.5138 8.8961 35.14 -0.0049 -0.0656 -0.0127
Si 17.6637 12.5871 34.9358 -0.0241 -0.0418 0.0719
Si 21.5604 1.0961 34.8295 0.0223 0.028 -0.0777
Si 21.5236 4.8831 34.9644 -0.0043 0.0437 -0.0793
Si 21.3799 9.1405 35.202 0.0551 -0.1536 0.7769
Si 21.4652 12.2076 35.1549 -0.035 0.2359 0.7436
Si 8.0656 1.1082 36.4969 -0.0033 -0.0244 0.0467
Si 8.0834 4.6856 36.4933 0.0703 0.0421 0.0834
Si 7.9044 8.7316 36.1585 -0.0194 -0.0158 -0.017
Si 7.9873 12.5732 36.2843 -0.021 -0.0256 -0.0196
Si 11.916 1.0938 36.335 -0.0619 -0.0459 0.0155
Si 11.9139 4.7991 36.3202 -0.0296 0.0547 0.0374
Si 11.8462 8.7729 36.2732 -0.0415 -0.0157 0.016
Si 11.9399 12.479 36.3929 -0.0238 0.0739 0.0285
Si 15.7612 0.9427 36.382 -0.0072 -0.0058 -0.0069
Si 15.7276 4.8891 36.5305 -0.0133 -0.0046 0.0042
Si 15.6715 8.7794 36.5569 0.012 0.0154 -0.0023
Si 15.7598 12.6679 36.3664 -0.0162 -0.0278 -0.0107
Si 19.6346 1.1516 36.2889 0.0132 -0.0547 -0.0137
Si 19.5847 4.8711 36.334 -0.035 0.0338 0.0148
Si 19.454 8.8332 36.4687 0.0366 -0.0083 0.0135
Si 19.5091 12.5068 36.4183 0.0126 0.0346 -0.0435
Si 8.0485 -0.9199 37.6845 -0.0011 0.0089 -0.0464
Si 8.0715 2.9021 37.9888 -0.0322 0.0105 -0.0726
Si 7.9995 6.7819 37.5772 -0.0316 0.0375 -0.0247
Si 7.9137 10.6129 37.66 0.0129 -0.0033 -0.0446
Si 11.8711 -0.8988 37.6524 -0.0004 -0.0062 -0.0564
Si 11.9501 2.9427 37.7892 -0.0235 0.0146 -0.0237
Si 11.8412 6.7942 37.6068 0.0196 0.0053 -0.0306
Si 11.9118 10.5955 37.7833 -0.0126 -0.0124 -0.0122
Si 15.7373 -0.8927 37.8084 0.004 0.0008 0.0433
Si 15.7498 2.8903 37.7604 -0.0089 0.0436 -0.0563
Si 15.7062 6.8172 37.8471 -0.0066 0.0192 0.0208
Si 15.6988 10.7454 37.7958 -0.0141 -0.0226 -0.0365
Si 19.5757 -0.8493 37.6453 0.0227 0.0102 -0.0513
Si 19.6003 2.9768 37.7473 0.0289 0.0376 -0.0047
Si 19.5466 6.8105 37.6974 0.0226 -0.0192 -0.005
Si 19.5029 10.677 37.8855 0.016 -0.0038 0.0181
Si 9.9654 -0.9309 39.055 0.0181 0.0049 0.0259
Si 10.0451 2.9048 39.1962 0.0124 -0.0085 0.0256
Si 9.919 6.7817 38.9891 0.0033 -0.0244 0.0213
Si 9.8924 10.6074 39.0189 -0.0214 0.0002 0.0342
Si 13.7642 -0.9042 39.0875 -0.006 0.0071 0.0091
Si 13.8457 2.9193 39.1478 0.0101 -0.0069 0.0357
Si 13.7254 6.7923 39.0867 -0.0132 0.0086 0.0101
Si 13.7922 10.6478 39.1664 0.0354 -0.0016 0.046
Si 17.6926 -0.8818 39.1003 0.0015 -0.0115 0.0069
Si 17.6723 2.9333 39.1073 -0.0055 -0.0213 0.0448
Si 17.6626 6.7867 39.1349 0.005 0.0149 0.0032
Si 17.5872 10.6696 39.1975 -0.015 0.0177 0.0414
Si 6.0982 -0.9607 39.0297 -0.0036 0.0322 0.0242
Si 6.066 2.8848 39.1826 -0.0084 -0.0069 0.0077
Si 6.0948 6.7491 39.0007 -0.0049 -0.0116 0.0219
Si 6.0318 10.5856 39.0626 -0.0153 0.0117 0.0189
Si 15.3854 1.8962 11.5488 -0.0013 0.0113 -0.0157
Si 15.3627 5.8137 11.5846 -0.0003 -0.0173 -0.0026
Si 15.3525 9.6333 11.595 -0.01 0.0075 -0.0188
Si 15.3561 13.4731 11.6176 -0.0041 -0.0055 -0.0174
Si 19.2608 1.9502 11.5479 -0.0019 0.0295 -0.0047
Si 19.2499 5.8312 11.523 -0.0096 -0.0143 -0.0193
Si 19.2387 9.6582 11.5356 0.0119 0.0209 -0.0101
Si 19.2221 13.5065 11.549 0.0164 -0.0115 -0.0165
Si 23.0871 1.9892 11.5304 -0.0169 0.0012 -0.0144
Si 23.0766 5.8224 11.5253 0.0055 -0.0152 -0.0144
Si 23.0736 9.6554 11.4999 0.0045 0.0399 -0.0264
Si 23.0675 13.5367 11.5036 -0.0084 -0.0357 -0.0266
Si 11.5647 1.9195 11.5216 0.015 0.0163 -0.0182
Si 11.5532 5.8004 11.535 0.0223 0.0048 -0.0354
Si 11.5401 9.5976 11.5409 0.0049 0.0202 -0.0274
Si 11.5468 13.4991 11.5393 0.0008 -0.0271 -0.0261
Si 13.4682 1.8398 12.9173 -0.0089 -0.0115 0.0351
Si 13.4277 5.8246 12.9647 -0.0111 0.0331 0.0148
Si 13.4121 9.6146 12.9729 -0.0105 0.01 0.0261
Si 13.4073 13.4472 12.9914 -0.0258 -0.0045 0.0006
Si 17.3235 1.8999 12.886 0.0149 -0.0392 0.0112
Si 17.3335 5.8226 12.8801 -0.0038 0.0091 -0.0187
Si 17.3162 9.6339 12.897 -0.0244 0.0232 0.0229
Si 17.3142 13.4764 12.9441 -0.024 0.018 0.0244
Si 21.1836 1.9632 12.929 0.0218 0.0075 0.0262
Si 21.1605 5.8408 12.903 -0.0049 -0.006 0.0378
Si 21.1732 9.6599 12.8861 -0.0044 -0.0327 0.0036
Si 21.1583 13.5297 12.8883 0.0071 0.0237 -0.0009
Si 25.0492 2.0558 12.8328 0.0135 0.0198 0.0138
Si 25.0345 5.834 12.8321 -0.0136 -0.0012 -0.0077
Si 25.0042 9.6468 12.8275 0.0104 -0.0117 0.018
Si 25.0125 13.5786 12.8096 0.0111 0.0019 0.0087
Si 13.421 -0.0473 14.397 0.0053 0.0319 -0.0273
Si 13.461 3.8051 14.1762 -0.0086 0.0205 -0.0401
Si 13.4076 7.7401 14.4117 0.0086 -0.0267 0.0185
Si 13.3211 11.5165 14.3735 -0.0194 0.0021 -0.0368
Si 17.3303 0.0083 14.3214 0.0259 -0.0048 -0.0213
Si 17.3513 3.8597 14.1559 0.0128 0.0113 -0.0205
Si 17.3311 7.7286 14.2709 0.0038 -0.0115 -0.0182
Si 17.2839 11.5291 14.2821 -0.0076 0.0017 -0.029
Si 21.1481 0.0295 14.3056 -0.0209 0.0493 -0.0191
Si 21.2187 3.9175 14.2585 -0.0074 -0.02 0.008
Si 21.1515 7.7612 14.2853 -0.0139 0.0035 -0.0374
Si 21.1846 11.5968 14.212 0.0074 -0.0219 -0.0313
Si 25.0021 0.1415 14.1373 -0.0144 -0.0398 -0.0026
Si 25.1213 3.9596 14.228 0.0442 0.0074 0
Si 24.964 7.7228 14.1925 0.0095 0.0704 0.0015
Si 25.0371 11.6192 14.0769 -0.0141 -0.0028 -0.055
Si 15.4178 -0.0688 15.7094 -0.0418 -0.0032 -0.0138
Si 15.4074 3.8618 15.4445 0.0183 -0.0489 0.02
Si 15.4483 7.7373 15.6693 -0.0096 0.0006 0.0032
Si 15.3091 11.4963 15.6136 0.0192 0.0041 0.0462
Si 19.2447 -0.0013 15.7356 0.0307 -0.0213 0.0113
Si 19.2347 3.8176 15.5441 0.0118 -0.0175 -0.0029
Si 19.2384 7.7374 15.6652 -0.0001 -0.0087 0.0398
Si 19.2738 11.5283 15.5605 0.021 0.0358 0.0672
Si 23.135 0.1301 15.5569 0.0327 -0.0658 0.0009
Si 23.2174 4.0209 15.5638 -0.0561 0.0476 0.0286
Si 23.0881 7.7788 15.6268 0.058 0.0123 0.039
Si 23.1817 11.6547 15.4478 0.0142 0.0351 0.025
Si 11.3771 -0.0366 15.6525 0.0376 -0.0508 0.0698
Si 11.5911 3.6789 15.5666 0.0252 -0.0488 0.0972
Si 11.3579 7.7038 15.6885 0.0305 0.0291 0.0515
Si 11.3295 11.4819 15.7302 0.0249 -0.0293 0.0844
Si 15.5013 1.9915 16.8293 0.4261 -0.1463 -0.3591
Si 15.4284 5.715 16.876 0.0087 0.049 0.0186
Si 15.5219 9.6636 17.0712 0.0024 -0.0751 0.0456
Si 15.5491 13.3244 17.0366 0.4512 0.116 -0.3799
Si 19.2973 1.9654 17.0537 0.0365 -0.0096 0.0348
Si 19.2407 5.7309 16.8928 0.0401 0.0105 0.0067
Si 19.3692 9.6727 17.0154 0.0384 -0.086 0.0396
Si 19.3073 13.3723 17.0105 -0.4629 0.127 -0.2842
Si 23.1241 2.0991 16.8767 -0.0011 -0.018 0.0389
Si 23.056 5.8978 17.0561 -0.3844 -0.0289 -0.4575
Si 23.6246 9.7775 16.7729 0.3139 -0.1064 -0.4433
Si 23.7123 13.5542 16.7327 -0.0029 0.0327 -0.0046
Si 11.3574 1.8245 17.0946 -0.0103 -0.0475 -0.0175
Si 11.4802 5.6297 16.8052 0.0196 0.0664 -0.0175
Si 10.6202 9.5794 17.0169 -0.0335 -0.0379 -0.0731
Si 10.6777 13.455 16.8809 -0.2109 -0.0757 -0.6441
Si 13.0552 1.5456 18.6774 -0.453 -0.1123 -0.4742
Si 13.4233 6.0729 17.9884 0.0622 -0.3736 -0.6866
Si 14.0861 9.003 18.815 0.4081 0.3311 -0.565
Si 14.0036 13.9765 19.5427 -0.0223 -0.0192 -0.1018
Si 17.2916 2.2759 18.2596 0.1919 -0.2646 -0.6521
Si 17.9373 6.6182 20.9587 -0.0092 -0.1345 -0.1738
Si 17.4661 10.2828 18.2923 -0.0129 0.2606 -0.4689
Si 17.4598 12.7349 18.343 0.0193 -0.1473 -0.1134
Si 21.2389 2.7676 18.1137 -0.0622 0.1661 -0.6146
Si 21.1258 5.1653 18.1579 0.0092 -0.198 -0.6024
Si 21.1535 9.68 18.5622 -0.3407 0.1106 -0.5439
Si 22.1753 13.7201 18.4495 0.4497 -0.0576 -0.3859
Si 9.5293 2.5694 18.4002 -0.0204 0.0639 0.0141
Si 9.8991 4.9755 18.4173 -0.1937 -0.1725 -0.503
Si 11.2663 9.8723 19.2681 -0.1775 -0.2073 -0.576
Si 11.2894 12.8781 19.8754 0.1573 -0.0152 -0.1558
Si 21.2031 11.9877 20.571 0.0163 0.0238 -0.1108
Si 9.1059 6.5108 23.6904 0.0723 0.0131 0.057
Si 21.7021 10.8741 23.4031 -0.0796 -0.0002 -0.0755
Si 17.3315 5.3864 18.1811 0.0013 0.1654 -0.7261
Si 16.9272 13.4807 20.5235 -0.03 -0.1806 -0.5484
Si 8.6354 3.4844 23.125 0.031 -0.1027 0.0079
Si 21.6814 0.7853 20.1936 0.0252 0.0061 -0.147
Si 16.5585 11.3382 22.8102 0.0939 0.0373 -0.0123
Si 16.4492 3.0845 24.9448 0.0353 -0.1122 -0.0167
Si 16.3356 8.9954 20.9013 0.0841 0.1134 -0.3274
Si 13.4196 3.0847 21.2326 0.1858 0.044 -0.1026
Si 16.2446 2.0872 21.0279 -0.1788 0.0509 -0.0974
Si 18.9764 11.3439 24.8696 -0.0015 -0.105 -0.0483
Si 24.4708 1.2775 21.0601 -0.0834 -0.0214 -0.2321
Si 12.0929 5.5464 20.5768 -0.2013 -0.0175 -0.2204
Si 9.0043 11.6466 25.0279 -0.0277 0.0038 -0.1148
Si 19.3149 13.8327 26.5634 0.0383 0.0903 0.0304
Si 10.0687 6.1576 26.6698 -0.1192 -0.0546 -0.0082
Si 14.1539 11.5378 24.5619 -0.0637 -0.0618 -0.0211
Si 17.1006 7.4639 26.4758 0.0442 0.0087 -0.0243
Si 11.829 8.695 26.7637 -0.0443 -0.0201 -0.1519
Si 11.5173 10.1789 23.9613 0.0252 -0.0363 0.0745
Si 21.7293 7.6987 23.2693 -0.0485 0.0577 -0.1185
Si 21.9792 13.7784 27.9974 -0.0281 0.0896 0.0439
Si 11.0606 8.0996 21.7164 -0.0891 -0.0391 -0.0433
Si 20.5613 -0.1162 24.3001 -0.0045 0.0457 -0.0092
Si 9.906 3.2892 27.8885 -0.0424 0.0573 0.1168
Si 16.1914 4.6606 27.3319 -0.0559 -0.0525 -0.0395
Si 10.6168 11.5438 30.5826 0.0777 0.0456 0.1565
Si 18.2132 3.8848 22.5775 -0.0769 -0.1202 -0.0933
Si 10.6355 11.2993 27.5907 0.0606 0.0612 -0.0358
Si 12.2377 -0.0971 24.3099 0.0346 0.0769 0.0283
Si 14.796 9.2766 26.5541 -0.0958 0.1541 0.1468
Si 19.5933 6.8734 25.3119 0.1457 0.1104 0.0246
Si 21.0623 2.9864 23.6447 -0.0672 -0.0388 0.0161
Si 23.2988 14.6869 25.513 -0.0636 -0.0224 0.0451
Si 15.5014 11.037 28.9973 0.0376 -0.0101 0.1575
Si 19.5038 14.4154 21.5497 0.0858 -0.0368 -0.0539
Si 17.9534 3.951 30.9774 -0.0585 0.0265 0.0847
Si 10.0421 1.7105 25.2829 -0.0438 0.0099 -0.0376
Si 20.8924 7.1384 20.3877 -0.0184 -0.12 -0.1473
Si 10.316 14.761 21.9868 0.0296 0.0846 0.0202
Si 14.8492 13.9606 28.8027 0.0035 -0.0515 0.0415
Si 12.8898 13.3406 26.555 -0.0346 0.0305 0.0397
Si 15.0039 4.6473 29.9322 -0.0221 -0.0602 0.2025
Si 17.5901 -0.1813 28.7245 -0.1213 -0.072 0.1015
Si 14.5427 1.2905 23.1908 0.0464 -0.057 -0.1596
Si 19.356 9.078 27.1329 0.0636 0.0107 0.0198
Si 0.0114 13.4827 0.6609 0.0079 -0.0007 -0.0188
Si 0.0008 1.9213 0.6705 0.0077 0.0085 -0.0175
Si -0.004 5.7816 0.6288 0.0045 -0.0098 -0.015
Si 0 9.5857 0.6628 -0.0041 0.0102 0.0003
Si 3.8346 13.4428 0.6773 -0.0064 0.0146 -0.0043
Si 3.853 1.8698 0.7329 -0.0205 -0.0025 0.0016
Si 3.8506 5.7825 0.6767 -0.0026 0.0017 -0.0172
Si 3.8441 9.5887 0.6466 0.0026 0.0018 -0.0063
Si 7.7123 13.4777 0.6713 -0.0055 0.0141 -0.0026
Si 7.7189 1.8816 0.7316 0.0111 0.0065 0.0001
Si 7.7047 5.7846 0.6674 -0.0002 -0.0118 -0.0098
Si 7.7045 9.6208 0.644 -0.0006 -0.0034 -0.0098
Si 26.9249 13.547 0.6718 -0.0089 -0.0102 -0.008
Si 26.9279 1.9638 0.6563 -0.0047 0.0197 -0.0233
Si 26.9435 5.8378 0.6326 0.0086 -0.0149 -0.0223
Si 26.9329 9.6239 0.6532 0.0109 0.011 -0.0212
Si 15.3791 13.5083 0.5975 -0.009 -0.0087 -0.0241
Si 15.4318 1.937 0.672 0.001 0.015 -0.0012
Si 15.4069 5.8706 0.6271 -0.0123 0.0132 -0.0073
Si 15.371 9.6703 0.5822 -0.0044 0.0042 -0.0311
Si 19.2127 13.5649 0.6735 -0.0189 0.0094 -0.009
Si 19.2447 1.976 0.6731 -0.0034 -0.0105 -0.014
Si 19.2366 5.8549 0.6498 -0.0006 0.0141 -0.0173
Si 19.2284 9.6804 0.6649 0.0036 -0.0075 -0.0148
Si 23.0904 13.588 0.6946 0.0216 -0.0072 -0.0003
Si 23.1148 2.0029 0.6679 0.0034 0.0084 -0.012
Si 23.0959 5.8396 0.6629 -0.004 -0.0076 -0.0112
Si 23.0771 9.6909 0.6859 0.0045 -0.0064 -0.001
Si 11.5243 13.4989 0.6081 0.0017 -0.0001 -0.0107
Si 11.5353 1.9122 0.6585 -0.0032 0.0034 -0.0152
Si 11.5268 5.8399 0.6355 -0.001 0.0158 -0.0128
Si 11.5209 9.6383 0.5973 0.0148 -0.0138 -0.0166
Si 1.92 13.4771 2.0385 0.0025 0.0089 0.0185
Si 1.9131 1.9167 2.0507 0.004 -0.0066 0.0208
Si 1.915 5.7778 2.0128 -0.0093 -0.0212 0.0122
Si 1.9281 9.6119 2.0173 -0.017 0.027 0.0129
Si 5.7742 13.4699 2.0231 -0.0047 -0.017 0.0082
Si 5.7828 1.8966 2.0713 -0.0069 0.0146 0.0136
Si 5.7784 5.7996 2.0301 -0.0003 0.0122 0.0148
Si 5.7745 9.5983 2.0071 0.0011 -0.0035 0.0066
Si 9.633 13.4823 2.022 0.0021 -0.0027 0.0201
Si 9.6441 1.9107 2.062 -0.0013 0.0015 0.0287
Si 9.6231 5.8071 2.0261 0.0172 -0.0182 0.0222
Si 9.6231 9.6299 2.0036 0.0102 0.0233 0.0191
Si 28.8588 13.5106 2.0203 -0.0051 0.0026 0.0109
Si 28.8508 1.9464 2.0226 0.0085 -0.0023 0.0217
Si 28.8591 5.8163 2.008 0.0001 0.0042 0.0229
Si 28.8518 9.6282 2.0223 0.0093 -0.0088 0.0214
Si 17.281 13.5216 2.0059 0.0104 -0.0071 0.0236
Si 17.332 1.9576 2.0428 -0.01 -0.0048 0.0268
Si 17.3143 5.8504 2.0103 -0.0144 -0.0179 0.0156
Si 17.283 9.6777 1.9865 0.0045 0.025 0.0155
Si 21.1472 13.5649 2.0295 0.0001 -0.008 0.0019
Si 21.1764 1.9815 2.0199 -0.0074 0.0121 0.0112
Si 21.1611 5.8506 2.0147 -0.0042 -0.0084 0.0149
Si 21.1487 9.6635 2.0341 -0.0037 -0.0022 0.0064
Si 25.014 13.5395 2.0458 -0.0008 -0.0086 0.0165
Si 25.0232 1.9806 2.0374 0.0016 -0.0086 0.0217
Si 25.0248 5.8311 2.0121 0.0008 -0.0146 0.0196
Si 25.0127 9.6595 2.026 0.0034 -0.004 0.0072
Si 13.4568 13.5035 1.9695 0.002 -0.0052 0.0183
Si 13.4777 1.942 1.9993 0.0037 0.0028 0.015
Si 13.4692 5.8271 1.9809 -0.0018 -0.0149 0.0234
Si 13.4542 9.6468 1.9618 -0.0068 0.0136 0.0197
Si 1.92 0.0034 3.4105 -0.0108 0.0024 -0.0087
Si 1.9239 3.8608 3.3819 -0.0095 -0.0123 -0.0201
Si 1.9253 7.6985 3.3828 0.0206 0.0017 -0.0251
Si 1.9215 11.5426 3.3765 -0.0104 0.0013 -0.0159
Si 5.7716 -0.017 3.4235 -0.0116 0.0049 -0.0105
Si 5.7743 3.8595 3.3824 -0.0039 -0.0125 -0.0206
Si 5.7763 7.7056 3.4034 0.0127 -0.0053 -0.0087
Si 5.7729 11.5344 3.366 0.0072 0.0082 -0.0225
Si 9.629 -0.0041 3.4147 -0.006 0.0059 -0.0093
Si 9.6324 3.8682 3.3785 0.0059 -0.0058 -0.0147
Si 9.6184 7.7218 3.3881 -0.027 0.0007 -0.0109
Si 9.6277 11.5516 3.3705 0.0111 0.0011 -0.0162
Si 28.8601 0.0347 3.398 0.0013 0.0017 -0.0137
Si 28.8595 3.885 3.3685 -0.0018 0.0007 -0.0193
Si 28.8576 7.7211 3.395 -0.0052 -0.0032 -0.0136
Si 28.8559 11.5727 3.3668 0.0019 -0.0081 -0.0155
Si 17.3064 0.037 3.3938 0.006 0.0055 -0.0091
Si 17.3067 3.9092 3.3628 -0.0174 -0.0085 -0.0228
Si 17.3061 7.7646 3.371 0.0197 0.0023 -0.0209
Si 17.2951 11.5921 3.359 -0.0037 0.0087 -0.0187
Si 21.1592 0.0767 3.4076 -0.0005 -0.0014 -0.0066
Si 21.1567 3.9147 3.3692 -0.0011 -0.0039 -0.0178
Si 21.1572 7.7507 3.4008 0.0116 0.0053 -0.0002
Si 21.1529 11.6113 3.3658 0.0137 0.0014 -0.0242
Si 25.0161 0.0653 3.4088 -0.0057 0.0006 -0.0089
Si 25.024 3.9108 3.3822 0.0049 -0.0094 -0.0133
Si 25.0094 7.7422 3.3896 -0.014 -0.0016 -0.0119
Si 25.019 11.5936 3.3771 0.0195 0.0136 -0.0141
Si 13.4676 0.0225 3.366 -0.0022 0.0029 -0.019
Si 13.4699 3.8866 3.3416 -0.0113 0.0036 -0.0209
Si 13.4631 7.7383 3.3563 -0.0004 -0.0009 -0.0223
Si 13.46 11.5722 3.3334 0.0016 0.0012 -0.0205
Si 0.003 0.024 4.7675 0.0169 0.0032 0.0217
Si 0.0055 3.8773 4.7421 0.0137 0.0054 0.0127
Si 0.0103 7.7222 4.7511 -0.0003 0.0058 0.0151
Si 0.0031 11.5662 4.738 0.0086 0.004 0.017
Si 3.8409 0.0071 4.7713 -0.0083 0.0031 0.0123
Si 3.8464 3.8625 4.7451 -0.0076 0.0135 0.0164
Si 3.8428 7.7057 4.7515 -0.0045 0.0016 0.0147
Si 3.8483 11.5481 4.7353 -0.0032 0.0052 0.0065
Si 7.7007 0.0001 4.7701 0.0074 -0.0098 0.0133
Si 7.7009 3.8618 4.7398 -0.0028 0.015 0.0143
Si 7.7006 7.7112 4.7571 0.0035 0.0095 0.0237
Si 7.6962 11.5483 4.7315 -0.0013 -0.0096 0.0141
Si 26.942 0.0496 4.7625 -0.0068 -0.006 0.0175
Si 26.946 3.897 4.7441 -0.0023 0.003 0.015
Si 26.934 7.7366 4.7515 0.0047 -0.002 0.0183
Si 26.9397 11.5873 4.7395 -0.0066 -0.0021 0.0152
Si 15.3807 0.0327 4.7431 0.0135 -0.0005 0.0176
Si 15.3849 3.8884 4.7218 0.0126 -0.0029 0.0145
Si 15.382 7.7387 4.7294 0.0041 -0.0029 0.0132
Si 15.3742 11.5781 4.7181 0.0108 0.0008 0.0129
Si 19.2268 0.0507 4.7552 -0.0169 -0.0111 0.0154
Si 19.227 3.9037 4.7306 -0.011 0.0025 0.0111
Si 19.2213 7.7523 4.7443 -0.0074 0.0041 0.0161
Si 19.2234 11.5946 4.7235 -0.0037 -0.0018 0.0116
Si 23.0879 0.0627 4.7588 0.0076 -0.0067 0.0108
Si 23.0867 3.9087 4.7293 -0.0021 0.0052 0.0142
Si 23.0867 7.747 4.7501 -0.0054 -0.0091 0.0157
Si 23.0835 11.6 4.7258 -0.0042 -0.0145 0.0052
Si 11.5593 0.0123 4.7528 -0.0096 -0.0046 0.0175
Si 11.5588 3.8717 4.7289 0.0025 -0.0003 0.016
Si 11.5495 7.7209 4.7359 0.0024 -0.0008 0.0209
Si 11.5519 11.5582 4.7244 -0.003 -0.0006 0.0186
Si 0.0099 13.4819 6.1159 -0.0153 0.0013 -0.0136
Si 0.0154 1.9598 6.1117 -0.0118 0.0005 -0.0184
Si 0.0163 5.7994 6.1083 -0.0053 -0.008 -0.023
Si 0.0106 9.6516 6.106 -0.0042 0.0042 -0.0177
Si 3.8399 13.4635 6.1147 0.0018 0.0064 -0.017
Si 3.8402 1.9442 6.1166 0.0086 -0.01 -0.0142
Si 3.84 5.7842 6.1119 0.009 0.0022 -0.0133
Si 3.8431 9.6343 6.1083 -0.0027 -0.009 -0.0169
Si 7.6919 13.4597 6.1162 -0.0011 0.0039 -0.0148
Si 7.6948 1.9411 6.1105 -0.0089 -0.0102 -0.0155
Si 7.6964 5.7808 6.1094 0.0027 0.0085 -0.0115
Si 7.6944 9.6376 6.1098 0.0034 -0.0006 -0.0135
Si 26.9407 13.5055 6.1104 0.0047 -0.002 -0.0142
Si 26.9463 1.9793 6.1144 0.0106 -0.0018 -0.0158
Si 26.9426 5.8146 6.112 -0.0003 -0.0074 -0.0115
Si 26.9381 9.6672 6.1038 0.0029 0.0009 -0.0132
Si 15.3839 13.4899 6.0966 -0.0087 0.0024 -0.0131
Si 15.3874 1.9647 6.0916 -0.0207 0.0051 -0.0168
Si 15.3894 5.8083 6.0882 -0.0143 -0.0023 -0.0214
Si 15.3807 9.6605 6.0918 -0.0009 0.01 -0.0163
Si 19.2281 13.5054 6.1023 0.0133 0.0087 -0.0127
Si 19.2174 1.9818 6.1031 -0.0033 -0.0079 -0.0152
Si 19.2189 5.8211 6.099 0.0007 0.0057 -0.0134
Si 19.2217 9.6772 6.099 0.0187 -0.0052 -0.0119
Si 23.0885 13.5146 6.1012 0.0046 0.0045 -0.0142
Si 23.0872 1.9924 6.1049 -0.0038 -0.0076 -0.0135
Si 23.0876 5.8203 6.104 -0.0005 0.0026 -0.0065
Si 23.0833 9.6809 6.0935 0.007 -0.0005 -0.0123
Si 11.5488 13.4706 6.1028 0.0091 -0.0015 -0.0163
Si 11.5511 1.9486 6.099 0.006 0.0018 -0.014
Si 11.5506 5.7912 6.0949 0.001 -0.0037 -0.0152
Si 11.5468 9.6423 6.0993 0.0008 0.0086 -0.0166
Si 1.927 13.4782 7.4913 0.0111 -0.0054 0.0142
Si 1.9245 1.9563 7.4956 -0.0123 0.0089 0.0196
Si 1.9259 5.7972 7.4913 -0.0095 0.0042 0.0189
Si 1.9264 9.651 7.4811 0.0033 0.0083 0.0129
Si 5.761 13.4716 7.4728 -0.0083 -0.0062 0.0117
Si 5.7642 1.9414 7.47 -0.0124 0.0149 0.0186
Si 5.7632 5.7887 7.4646 -0.0116 -0.0052 0.0185
Si 5.7662 9.6354 7.468 0.009 0.0081 0.0129
Si 9.6224 13.465 7.4644 0.004 -0.007 0.0139
Si 9.6247 1.9457 7.4631 0.0063 -0.0002 0.0183
Si 9.6266 5.7767 7.4603 0.0039 0.0031 0.0217
Si 9.6215 9.6365 7.4631 -0.0029 0.0052 0.0162
Si 28.8643 13.4974 7.4732 0.0013 0.0038 0.0177
Si 28.8751 1.9744 7.4728 0.0128 -0.001 0.019
Si 28.8735 5.816 7.4667 0.014 0.0112 0.0144
Si 28.8649 9.6692 7.4633 0.005 -0.0113 0.014
Si 17.3041 13.4917 7.4665 0.0081 -0.0076 0.0118
Si 17.2969 1.9652 7.476 -0.0113 0.0011 0.019
Si 17.2996 5.8063 7.4726 -0.0081 -0.0036 0.0177
Si 17.2969 9.6634 7.4664 -0.0065 0.0023 0.0115
Si 21.1583 13.512 7.4524 0.0023 -0.0187 0.0105
Si 21.1504 1.9794 7.4494 -0.0092 0.0107 0.0108
Si 21.1503 5.82 7.4458 -0.0068 -0.0036 0.0143
Si 21.1541 9.6763 7.4463 -0.0013 0.0001 0.0128
Si 25.0132 13.5141 7.4639 0.0022 -0.0086 0.0107
Si 25.0156 1.9901 7.4648 -0.0003 -0.0019 0.0181
Si 25.015 5.8169 7.4651 0 -0.0002 0.0201
Si 25.0079 9.6767 7.4551 -0.0092 0.0061 0.0121
Si 13.4679 13.4717 7.4649 -0.0033 0.0036 0.0166
Si 13.4744 1.9495 7.461 0.0128 -0.0015 0.0157
Si 13.4744 5.7927 7.4555 0.0177 0.0043 0.0151
Si 13.4669 9.6485 7.4643 0.0063 -0.0136 0.0134
Si 1.9256 0.0217 8.8495 -0.004 -0.0033 -0.0152
Si 1.9235 3.8809 8.8689 0.0113 -0.0003 -0.014
Si 1.9234 7.7322 8.8466 -0.0022 0.0033 -0.0176
Si 1.9279 11.5618 8.8668 -0.0085 -0.0052 -0.0112
Si 5.7487 0.0141 8.8274 0.0111 -0.0025 -0.0221
Si 5.7561 3.8689 8.8265 0.0009 0.0018 -0.0156
Si 5.7575 7.7118 8.8273 0.0019 0.0012 -0.0176
Si 5.7587 11.5533 8.8369 -0.0039 0.0004 -0.0199
Si 9.6178 0.011 8.8096 -0.0055 -0.009 -0.0171
Si 9.626 3.862 8.8403 -0.003 0.0042 -0.0103
Si 9.6174 7.704 8.8114 0.0085 0.0039 -0.0179
Si 9.6216 11.5502 8.8392 0.0019 0.0008 -0.0147
Si 28.881 0.0431 8.8192 -0.0038 0.0024 -0.0218
Si 28.8886 3.8996 8.8325 -0.0054 0.0019 -0.0185
Si 28.8789 7.7471 8.8148 -0.0053 -0.0045 -0.0194
Si 28.8691 11.5816 8.8418 -0.001 -0.0013 -0.0138
Si 17.3057 0.0263 8.8283 -0.0087 -0.004 -0.0163
Si 17.2948 3.8846 8.8504 0.0018 0.0078 -0.0097
Si 17.2962 7.7368 8.8292 -0.0023 0.0054 -0.0126
Si 17.2907 11.5763 8.8467 0.0053 0.0053 -0.0099
Si 21.1567 0.0528 8.805 0.0034 0.0027 -0.0181
Si 21.1459 3.8994 8.8087 -0.0021 -0.0075 -0.0147
Si 21.1563 7.7466 8.7947 -0.0039 0.0007 -0.0179
Si 21.1509 11.5927 8.8136 0.0075 0.0037 -0.0179
Si 25.0181 0.0598 8.8131 0.0017 -0.0087 -0.0149
Si 25.0207 3.904 8.8416 0.0018 -0.0061 -0.0121
Si 25.014 7.7507 8.809 0.0081 0.0014 -0.0114
Si 25.0131 11.5928 8.827 0.0048 -0.003 -0.0093
Si 13.4762 0.0141 8.8083 -0.0088 0.0072 -0.0239
Si 13.4807 3.871 8.8231 -0.0118 0.0088 -0.0209
Si 13.4732 7.7163 8.8106 -0.006 -0.0019 -0.0222
Si 13.4632 11.5597 8.8437 0.0009 0.0055 -0.0116
Si 0.0055 0.0157 10.2176 -0.0043 -0.0022 0.0198
Si 0.0057 3.8975 10.2464 -0.0071 0.0046 0.0294
Si 0.0016 7.7572 10.2135 -0.0178 0.0082 0.0172
Si 0.0038 11.5735 10.2332 0.0092 -0.0003 0.0122
Si 3.8401 0.0273 10.2228 -0.0021 -0.0057 0.0225
Si 3.8538 3.8806 10.2231 0.0093 0.0022 0.0193
Si 3.8431 7.7354 10.2107 -0.0132 0.0027 0.0214
Si 3.8554 11.5596 10.2302 0.0113 0.0024 0.0127
Si 7.6828 0.0142 10.1591 0.0066 0.0007 0.0088
Si 7.6757 3.8658 10.178 -0.0035 -0.0104 0.0152
Si 7.689 7.6883 10.1672 0.0223 0.01 0.0123
Si 7.6833 11.5501 10.1839 -0.0036 0.0007 -0.0023
Si 26.9572 0.0685 10.1578 -0.0009 -0.0049 0.0057
Si 26.9718 3.9162 10.1815 -0.0008 0.0143 0.0202
Si 26.9538 7.7626 10.1511 0.001 -0.0102 0.0038
Si 26.942 11.5917 10.1891 -0.0149 -0.0028 0.012
Si 15.3806 -0.0154 10.1943 -0.0012 -0.007 0.0204
Si 15.3731 3.8682 10.2294 -0.001 -0.0059 0.0256
Si 15.3716 7.7246 10.2032 -0.0099 0.01 0.019
Si 15.3699 11.5604 10.231 0.0058 -0.003 0.0152
Si 19.2406 0.0374 10.1768 -0.0016 -0.0052 0.0169
Si 19.2363 3.8858 10.1907 -0.0002 -0.0034 0.0161
Si 19.2399 7.7461 10.161 -0.0005 0.0015 0.0105
Si 19.232 11.5858 10.1839 -0.0018 -0.0061 0.0031
Si 23.0841 0.0724 10.1577 0.0208 -0.009 0.0089
Si 23.066 3.9035 10.1667 -0.0067 -0.0055 0.0094
Si 23.0788 7.7356 10.1509 0.0106 0.0028 0.0123
Si 23.074 11.5958 10.1671 -0.0127 -0.0028 0.0013
Si 11.5519 0.0119 10.1546 -0.0053 -0.0065 0.0083
Si 11.5691 3.8645 10.1884 -0.0066 -0.0018 0.0194
Si 11.5493 7.7036 10.1574 -0.0069 -0.004 0.0072
Si 11.5422 11.5493 10.2085 -0.0206 0.0019 0.0138
O 23.3104 0.2135 31.0794 -0.0107 0.3387 0.4134
O 20.7109 3.0647 32.2457 -0.375 -0.1896 0.2052
O 24.86 4.9988 31.1555 -0.223 -0.0179 -0.2676
O 21.4082 4.8882 27.4292 -0.1757 0.282 -0.0412
O 26.9187 7.2465 26.8057 0.4774 -0.327 0.0269
O 21.4173 9.5285 30.7654 0.05 -0.1091 0.416
O 1.1148 8.1319 28.8884 -0.1845 0.3354 -0.1109
O 25.7001 -0.4079 32.0888 0.1439 0.1429 -0.1143
O 25.4056 2.5171 31.5025 0.0939 -0.3297 0.3811
O -3.0559 2.0585 30.3565 0.1766 0.2371 -0.2655
O 25.2939 7.0201 29.584 0.2341 0.3299 -0.1762
O 25.6966 7.2523 32.2084 0.3861 -0.1024 -0.0006
O 23.7413 9.0079 31.9026 0.0546 0.477 0.1405
O -0.9246 6.9709 30.0884 -0.269 -0.3026 -0.4005
O 0.146 13.7495 31.6363 -0.0959 -0.4957 -0.0648
O -1.5333 2.9428 32.3213 -0.1344 0.5436 -0.0109
O -1.5233 6.2618 32.5167 -0.2378 -0.1934 -0.1635
O -1.777 10.7383 32.3399 -0.1985 0.3605 0.0176
O 1.2187 1.4125 28.2471 0.1069 0.2674 -0.0636
O 3.3798 9.7207 30.8595 0.3151 -0.0261 0.1985
O 25.3069 13.4104 34.093 -0.2004 0.1205 -0.2839
O 25.577 4.273 33.5276 0.4951 0.5363 -0.2677
O 25.2832 10.721 34.5128 0.0597 -0.1115 -0.5362
O 5.8497 13.188 33.536 0.1239 -0.0497 -0.3927
O 5.4435 6.1854 33.4739 -0.3702 -0.0606 0.4809
O 6.0949 10.7822 34.551 0.2583 -0.0962 -0.1995
O 5.4238 8.7126 33.3747 0.0206 0.3811 -0.3677
O 5.3449 13.1082 17.9237 -0.1596 -0.2301 -0.0622
O 7.2877 9.9502 18.183 0.1584 0.3164 0.1462
O 26.6046 13.6519 18.4338 0.1172 0.3185 -0.0087
O -1.954 13.2134 19.785 0.3183 -0.5077 0.3968
O 20.9434 -0.4838 31.9134 -0.2883 0.0399 -0.1692
O 6.6216 2.6911 30.0634 0.3133 -0.4116 -0.2238
O 23.3504 6.8019 33.2359 0.1267 -0.5843 0.2056
O 4.6965 8.1489 26.1835 0.6245 0.176 0.2222
O 4.2108 9.6954 28.3038 0.2145 0.1018 -0.1105
O 24.6079 13.5488 30.1384 0.1093 -0.2336 -0.2072
O 25.9667 3.1981 28.9688 0.2332 0.5164 -0.213
O 2.2986 -0.4835 26.8355 -0.1113 -0.2768 0.0905
O 24.3432 5.1573 22.7449 -0.1057 0.1 -0.6525
O 23.4255 8.8084 29.2502 0.0713 0.258 -0.2667
O -2.3079 13.5571 30.6104 -0.4729 -0.2143 -0.0099
O -0.4799 12.4685 29.0937 0.4643 0.1929 0.1553
O -1.3597 0.4704 31.4789 0.0825 0.138 0.1098
O -0.4923 2.3374 29.9472 -0.3828 0.3585 -0.4798
O -1.2446 10.0383 29.8635 -0.2774 -0.4388 -0.3345
O 26.8301 9.5758 28.0351 -0.0173 -0.361 0.2014
O 1.3621 0.5559 30.762 -0.1464 0.0477 0.2536
O 2.4976 13.6365 30.3401 -0.165 -0.4948 -0.1136
O -0.2229 0.0227 26.4298 0.0324 0.1901 -0.0347
O -2.5965 11.5168 24.1657 -0.2518 0.4836 -0.4415
O 1.2223 10.9097 30.2216 0.2556 0.4006 -0.2354
O -1.6938 0.3274 19.0183 -0.0766 -0.1263 0.1374
O 26.2796 5.7997 20.0315 -0.2973 0.1614 0.4488
O 1.5597 12.5348 21.5699 0.3711 -0.067 -0.1037
O -0.5518 8.946 20.3063 -0.2271 -0.0233 0.4181
O 0.2923 14.4364 20.2585 0.0849 0.5287 0.2467
O 4.9663 11.4335 24.3686 -0.0062 0.4658 0.1991
O 1.9813 3.8508 18.624 0.0915 -0.0126 0.3279
O -1.9454 2.4698 22.0138 -0.6713 -0.2054 0.0726
O 2.0622 6.2434 19.6537 -0.1222 0.3859 0.0636
O 2.381 11.6538 23.9058 0.0052 -0.1315 -0.2464
O 6.6194 11.5448 22.2683 0.4151 0.1563 0.0027
O 4.3495 14.2946 23.3465 -0.4891 -0.28 0.1493
O 5.6951 2.0854 19.7242 -0.5086 0.1538 0.6075
O 6.6046 -0.2322 18.9114 0.0641 0.4089 -0.36
O 5.6627 5.5989 19.8432 0.0825 -0.5212 0.2579
O 7.85 1.0532 20.7975 -0.0891 -0.3725 0.5373
O 5.8146 8.1044 19.2722 0.2482 -0.3676 -0.3546
O 5.5016 10.6033 20.0154 -0.5282 0.0434 0.1565
O -1.8923 14.368 28.097 -0.0027 0.3483 0.3678
O 7.0193 12.7483 19.9237 0.5624 0.0855 0.0209
O 4.6627 12.8377 21.1295 -0.5423 -0.3128 0.0132
O 25.1897 3.7962 18.7663 0.0703 0.1137 0.1383
O 27.0343 11.3314 19.6096 -0.0085 -0.0054 0.1377
O 26.2312 8.9653 20.3285 -0.6602 0.0538 -0.0393
O -0.1448 12.2929 23.5399 -0.1635 0.6609 -0.0506
O 26.5379 13.4378 21.0567 -0.2346 -0.3093 0.2566
O 4.7525 -0.3804 25.8971 0.2313 0.241 0.0002
O 2.6533 5.3817 22.1083 -0.1705 0.0371 0.3028
O -2.7875 -0.3747 25.8038 -0.2715 -0.0507 0.1877
O 2.2699 3.4301 23.8542 0.3633 -0.1204 0.2884
O 1.9223 9.7472 19.8916 0.2167 0.1259 0.3209
O 24.3091 7.2823 27.1923 -0.2219 0.1946 -0.1314
O 4.0112 7.3381 21.0295 0.0193 0.4855 0.3054
O 5.4589 -0.0256 21.2734 0.163 0.2655 0.3138
O 10.4314 0.714 21.0797 0.6466 0.0154 -0.2791
O 22.3636 3.332 22.7594 -0.1699 0.1556 -0.5185
O 6.0598 9.2708 23.4081 -0.4658 -0.132 -0.2483
O 24.5351 3.0464 24.2553 0.098 0.394 0.2637
O 1.8718 6.1559 27.4905 0.0228 -0.1954 0.4241
O 4.3867 11.8722 29.7434 0.2067 0.0458 0.0384
O 1.4531 1.4825 19.561 -0.2899 -0.5458 0.3044
O 9.0001 0.4658 25.2209 -0.0531 0.0711 0.3376
O 23.0203 11.4384 24.1173 0.0673 0.0753 0.5968
O 27.0536 9.444 25.3942 -0.318 0.0557 -0.2597
O 23.0932 7.1574 23.9196 -0.05 0.0934 0.3883
O 5.2387 6.849 23.9485 -0.1124 -0.3571 -0.1889
O 22.9314 0.7869 21.2024 -0.1497 -0.3799 0.66
O 1.5151 6.1924 30.6681 0.0877 -0.6573 -0.266
O 7.1099 2.9614 23.1975 -0.1337 -0.3084 -0.1042
O 25.2584 11.4658 28.7087 -0.252 -0.1796 -0.5338
O 24.6303 13.206 22.8117 -0.1849 -0.118 -0.3356
O -2.1202 2.9319 19.3855 -0.5511 0.3911 0.0723
O 6.5299 7.2981 21.7057 0.3814 0.109 0.0461
O 25.2227 2.3964 26.6445 0.2472 -0.1639 0.1091
O -1.7316 0.5533 23.6555 0.2911 -0.4897 -0.143
O 1.9774 3.0103 30.279 0.1028 0.3893 -0.4703
O -1.7302 8.788 26.9783 0.043 -0.2066 0.1079
O 23.4297 11.1791 30.5267 -0.0107 0.3445 0.3955
O -0.517 10.4337 25.2903 0.1094 -0.2839 -0.2806
O 2.5716 2.8369 21.3935 0.2672 -0.2983 -0.2352
O 26.609 1.4339 24.5474 0.2109 0.4723 -0.0803
O 25.5952 11.292 24.319 -0.272 -0.1829 0.0131
O -1.1517 12.961 25.898 0.174 -0.2316 -0.048
O 8.2981 3.27 28.0648 -0.1075 -0.3605 -0.4515
O 18.6765 5.3831 31.0657 -0.1614 0.0958 -0.2687
O 6.8035 14.652 24.3294 0.0273 -0.3039 -0.1326
O 12.5645 4.4036 21.6254 -0.0207 0.1504 0.7562
O 25.3634 6.4263 24.8658 0.3133 -0.2253 -0.0386
O 4.63 3.6915 22.8044 0.4148 0.4855 -0.2605
O 13.6816 8.5832 30.639 0.2078 -0.1127 -0.4473
O 3.1608 10.2031 25.9123 -0.457 0.0084 -0.22
O 8.6592 6.5475 27.3811 -0.468 0.2378 -0.4198
O 5.168 1.2922 23.8447 -0.1115 -0.0131 -0.2009
O 7.9759 5.4849 33.0347 -0.0593 0.659 -0.2688
O 24.2104 13.354 25.3784 0.4421 -0.0146 0.4845
O 16.5327 10.5526 30.1489 0.0325 -0.5412 -0.1347
O 2.8728 14.7008 21.0951 -0.2545 0.4178 -0.2235
O 10.9888 12.9529 31.2758 0.4671 0.3401 -0.4494
O 6.0282 4.0542 32.0928 0.0399 0.4696 -0.2585
O 10.4177 6.0863 32.3407 0.4948 0.3409 0.3833
O 5.6878 3.5189 27.869 -0.4302 -0.6403 0.1498
O 11.2322 7.2225 27.0337 0.4953 -0.2363 0.3565
O 5.9513 9.8288 30.2244 0.3447 0.5394 -0.1047
O 10.2176 11.8199 29.052 -0.3814 0.5734 -0.2501
O 11.7242 14.4501 33.3433 -0.1787 0.5255 0.1098
O 9.1994 14.4213 32.4866 -0.3596 -0.3833 0.099
O 11.8426 2.4699 31.5954 -0.2103 -0.1735 0.4015
O 7.8345 8.8563 31.8058 -0.1782 0.0686 0.4134
O 17.5767 12.6549 31.2613 0.2784 -0.0295 -0.0686
O 13.3013 6.8037 32.5347 -0.3146 -0.1015 -0.1434
O 15.8218 6.8454 33.2823 -0.0615 0.1518 -0.5328
O 13.9958 10.6675 32.2237 -0.223 0.1032 -0.2774
O 17.6922 3.1543 32.3557 0.4654 -0.4159 -0.2095
O 19.0631 3.0571 30.1965 -0.2327 -0.3172 -0.5061
O 18.4536 7.2482 32.7811 -0.0186 0.2019 -0.1353
O 9.7312 1.2999 33.666 0.4661 0.1315 -0.0475
O 10.2777 8.3415 31.03 0.3728 0.336 -0.4137
O 9.8887 9.1799 33.4602 -0.0478 -0.2407 -0.297
O 21.4739 13.2234 33.8679 0.2052 -0.16 -0.4498
O 16.0243 9.9951 22.1101 -0.3092 -0.2706 0.3905
O 21.4614 10.6656 34.5912 -0.0992 0.012 -0.4628
O 21.2239 8.154 33.9187 -0.2176 0.0656 -0.357
O 14.3298 2.2307 17.9628 -0.0363 0.2841 0.0651
O 14.2777 13.2893 18.0978 -0.3217 -0.0454 -0.2857
O 20.7374 13.2945 17.8203 -0.119 0.004 0.1512
O 24.1551 6.1315 18.2911 -0.0183 0.3362 0.3872
O 22.6829 10.0301 18.1131 0.1601 0.2513 0.2517
O 12.895 9.955 19.3574 0.2372 0.384 0.0828
O 11.1045 13.63 18.4533 0.043 0.5005 0.1246
O 12.849 13.1103 20.2825 0.2607 -0.3746 0.5828
O 21.5692 14.4801 29.3862 -0.4866 -0.0455 -0.1474
O 21.5364 4.082 29.9344 0.2289 0.1666 0.2711
O 5.8786 7.3491 31.1331 0.041 -0.442 -0.478
O 20.2281 7.8766 26.4403 0.6001 0.0981 0.3592
O 17.8952 8.4666 27.4698 -0.5001 0.1342 0.3549
O -2.9998 12.0476 28.4829 -0.0792 -0.0105 -0.5793
O 9.4859 1.2598 31.1021 0.1551 -0.0665 -0.5339
O 20.8871 6.3685 32.1173 0.3702 -0.0763 -0.5205
O 18.26 14.1264 27.7357 -0.1128 -0.5633 -0.1147
O 8.6615 5.0885 23.0899 -0.3276 -0.0238 -0.5124
O 19.6953 2.9316 26.9652 0.4003 -0.4356 0.0644
O 14.1614 14.0188 30.2738 -0.5406 -0.1453 -0.0804
O 3.4031 4.0567 26.7587 -0.096 -0.602 0.4083
O 13.9045 3.6457 30.5394 -0.239 0.1426 -0.3872
O 14.0113 10.939 29.5884 -0.488 0.3182 -0.2296
O 11.088 9.7544 27.731 -0.1983 -0.3029 0.2676
O 18.0615 -0.3929 30.2646 0.6413 0.0901 -0.0061
O 23.5752 3.788 28.2516 -0.1263 -0.3715 0.1492
O 18.1237 1.2388 28.2259 0.1433 0.2495 0.0188
O 10.6053 5.3707 19.8911 -0.1648 0.2193 0.4752
O 14.5935 10.1526 25.2323 0.0155 -0.3812 -0.5181
O 4.9771 14.051 31.0447 0.4342 -0.0511 -0.3316
O 13.4766 0.096 19.283 -0.0244 0.0246 0.1386
O 13.2659 5.4054 19.4617 0.2357 -0.2581 0.3163
O 10.1022 10.9632 24.0466 0.0381 -0.1442 -0.3087
O 17.0617 12.3138 21.6376 0.0896 -0.2796 0.0921
O 14.9893 8.6081 20.0992 -0.1702 -0.3345 0.2241
O 15.3702 13.9736 20.4175 -0.0575 0.0602 0.2506
O 20.356 11.4825 24.0405 0.0947 0.1741 0.0545
O 17.3538 3.8475 18.7319 0.068 -0.0473 0.5194
O 17.329 6.3342 19.4891 -0.1318 0.5535 0.0869
O 18.6524 12.749 25.5811 -0.504 0.1918 -0.2311
O 21.8357 11.3021 21.8619 0.359 -0.0644 -0.0124
O 22.0099 14.5691 24.5257 0.1704 -0.2936 -0.1974
O 21.3834 2.2855 19.6855 0.0205 0.3162 0.4511
O 22.0561 -0.1034 18.889 -0.0752 0.1927 -0.1971
O 21.1085 5.6761 19.7303 0.1492 -0.4131 0.5661
O 10.6094 8.7846 20.3017 -0.337 -0.1139 -0.0018
O 21.26 8.2252 19.2589 0.2242 -0.1466 -0.258
O 20.649 10.8055 19.6182 -0.4418 0.0233 0.1848
O 13.624 14.1086 27.7661 -0.0965 0.2968 0.2851
O 22.3583 12.8287 19.8009 0.3766 0.0754 0.4383
O 24.9445 1.2747 19.5148 0.1308 -0.3791 -0.0734
O 19.9921 12.9781 20.9781 -0.4291 -0.1082 0.0377
O 10.8037 11.3518 19.7328 -0.4152 0.095 0.3261
O 15.2787 12.0131 23.5219 -0.1474 0.4069 -0.0533
O 10.3255 13.4989 20.9974 -0.5826 -0.2706 -0.0103
O 19.7066 -0.2372 25.682 -0.0833 0.5575 0.267
O 18.0855 5.2901 21.8239 0.0221 -0.0856 0.0546
O 12.0784 14.3655 25.6207 -0.5899 0.0022 0.1851
O 17.37 9.6569 19.8245 0.4478 0.2191 0.2765
O 0.4223 1.3144 22.1003 0.0641 -0.3899 0.0325
O 19.3617 7.3432 20.8141 0.1162 0.5442 0.2941
O 20.3641 0.218 20.8943 -0.123 0.4286 0.1326
O 24.6425 2.7689 21.6471 0.4529 0.5097 -0.1841
O 0.899 8.5893 31.3846 -0.223 -0.072 0.3552
O 21.6259 9.2781 23.5139 0.0212 -0.0683 0.2152
O 9.4437 2.9457 24.4215 0.127 0.3208 0.1844
O 3.524 7.3334 32.0633 -0.0775 0.3771 -0.0177
O 16.8484 6.1149 27.2942 0.3857 0.0319 0.2974
O 17.331 3.9463 23.9171 0.0024 0.3577 0.0122
O 15.614 0.9374 22.0093 0.3008 -0.7454 -0.1235
O 11.5455 14.6142 23.0185 0.3047 -0.2225 -0.0724
O 4.1996 2.3403 31.3914 -0.1491 -0.4724 -0.1447
O 13.3246 7.69 18.2434 -0.4485 -0.0225 -0.1236
O 16.7357 1.4811 19.5978 -0.2129 -0.4805 -0.0816
O 24.1697 0.5782 25.0905 0.019 -0.0432 -0.1834
O 16.4843 4.1988 30.3801 -0.0538 -0.018 -0.2226
O 15.6779 8.0392 26.0574 -0.2827 -0.1958 -0.567
O 11.6313 9.1728 25.2269 -0.1462 -0.1242 -0.1771
O 7.7988 7.398 24.0237 0.1449 0.2414 0.5802
O 20.439 6.9905 23.9459 -0.2692 -0.15 -0.1736
O 22.8307 6.2244 29.1299 -0.1743 -0.0028 0.1893
O 19.9927 9.5924 28.5253 0.3378 0.2778 -0.142
O 14.9314 4.6026 28.3274 -0.5097 -0.0879 -0.3271
O 19.1807 10.2469 26.0339 -0.0461 -0.0725 0.1677
O 8.9683 13.2439 24.8598 0.4955 0.0225 0.4316
O 9.9118 6.2307 25.0611 0.2372 -0.2926 -0.2356
O 12.654 2.4622 19.9498 -0.4788 0.2705 0.0947
O 15.6969 4.152 25.8908 -0.6244 0.1524 -0.4027
O 4.2504 14.0606 28.3697 0.1693 0.498 -0.0671
O 21.7983 7.3379 21.6968 0.6038 -0.1742 0.0992
O 9.9169 7.3416 22.5657 -0.3153 -0.1078 -0.1578
O 10.2731 2.1317 26.8248 0.1917 -0.1892 0.0769
O 13.8191 0.0791 23.9716 0.2813 -0.1762 0.1487
O 25.6134 4.9786 27.0493 0.4768 -0.1656 -0.2039
O 13.4002 8.7095 27.1244 -0.0711 -0.0183 0.3883
O 22.9276 12.526 28.3369 -0.0295 -0.3376 -0.2584
O 3.2373 4.7373 31.8622 0.5968 0.1609 -0.1315
O 15.5858 10.1184 27.6836 0.5332 -0.1342 -0.0143
O 17.5884 2.714 21.6625 0.2268 -0.2142 -0.2338
O 12.6936 11.2921 23.9106 -0.0081 0.3277 -0.5276
O 11.4679 1.2845 24.6476 0.3974 0.2903 -0.2513
O 9.3978 10.8197 31.3546 -0.6058 0.4713 0.0073
O -3.728 10.5523 30.4939 -0.5644 -0.0901 0.4508
O 16.9337 7.681 21.6152 -0.0081 -0.1413 0.8095
O 14.071 12.6684 25.6975 0.6458 0.338 0.2062
O 19.5164 5.3348 25.7867 -0.3252 -0.0472 0.0477
O 22.783 -0.5663 27.0451 0.3611 0.2926 0.1426
O 11.6511 9.2929 22.6226 0.3776 0.0711 -0.0409
O 17.7501 11.0113 23.8624 0.097 -0.1078 0.2674
O 0.0802 3.4803 20.7284 0.0862 0.6912 0.0171
O 11.8697 12.195 27.0503 -0.0227 -0.1297 -0.1245
O 0.9871 4.3984 25.7914 -0.3641 0.3032 0.2428
O 23.2501 3.3657 32.7082 0.0219 0.0404 -0.3084
O 19.7599 3.6018 22.9183 0.2781 0.3565 -0.3402
O 14.0637 1.0858 31.2007 0.018 0.1353 -0.4544
O 3.0935 6.1519 25.2384 -0.1869 0.0126 -0.6599
O 9.4891 6.1331 29.8414 0.2131 -0.5473 0.053
O 20.8005 1.4096 23.8585 0.0334 -0.0413 0.015
O 14.6799 6.1618 30.3882 0.2947 0.3602 -0.2641
O 0.674 8.254 26.2844 -0.0218 -0.4162 -0.4144
O 5.4232 5.692 26.3653 0.6834 0.0902 0.3774
O 1.4832 7.7698 21.6261 -0.172 -0.2789 0.7529
O 17.3608 3.6912 27.8724 0.3512 -0.019 0.4509
O 16.0158 -0.598 31.9071 0.0589 0.0287 0.4136
O 25.5467 0.6413 29.7297 -0.0341 -0.1881 -0.6681
O 1.5381 1.7695 25.6902 0.215 -0.2204 0.0163
O 19.4516 7.8285 30.4218 -0.3545 -0.2716 -0.318
O -3.3795 5.9887 30.702 0.1567 -0.3973 -0.4446
O 15.9648 -0.2565 28.6382 -0.1441 0.3468 -0.2699
O 0.8119 10.169 22.2787 -0.2885 -0.3059 0.3565
O 18.0276 7.2816 25.1478 -0.3341 -0.0265 -0.7192
O 25.2846 7.6094 22.4793 -0.1605 0.1068 -0.1105
O 7.1228 5.2742 29.2099 -0.4162 0.0682 0.0445
O 8.9245 14.8196 22.798 -0.2158 0.1116 -0.1265
O 0.266 10.3978 27.7487 0.4007 0.3331 -0.0973
O 10.533 3.0028 29.362 0.1827 0.2292 -0.0867
O 3.5074 12.7288 26.1284 0.0336 -0.1511 0.1501
O 26.9164 14.3862 23.4982 0.1243 -0.4343 0.0369
O -0.3311 2.7733 24.1325 -0.2292 0.2321 0.2221
O 9.5352 3.7247 31.7862 -0.4454 0.0242 -0.3032
O 5.5374 3.3577 25.2782 0.1064 -0.0423 0.1676
O 9.3873 11.3617 26.5713 -0.4765 0.0051 0.1903
O 10.4436 4.6841 27.2425 0.5721 0.0712 -0.0728
O 7.5862 7.9179 29.3037 0.249 0.2736 -0.5707
O 25.3488 0.2307 21.8878 0.2833 0.1935 0.3572
O 20.6686 13.2399 27.2305 -0.0682 -0.3662 -0.1952
O 15.3299 2.187 24.2563 -0.1757 0.1395 0.1808
O -2.1852 4.8781 21.1639 -0.1767 -0.0202 0.3337
O 26.9935 9.5868 22.7833 0.0634 0.3158 -0.0628
O 21.3644 3.6431 25.0906 0.4252 0.1742 0.0767
O 10.1641 12.3274 33.6697 0.1889 -0.2261 -0.2368
O 11.8316 10.5148 30.7714 0.021 -0.1783 0.003
O 12.0421 6.5351 30.2945 -0.0905 -0.4532 -0.714
O 9.3079 2.9863 21.7413 0.477 0.2201 -0.0934
O 17.9617 14.6167 21.0929 -0.0174 0.3944 -0.1827
O 15.6927 12.5891 28.6024 0.2907 0.0951 -0.2004
O 12.1572 6.9724 21.3302 0.3257 0.2459 0.0786
O 27.7616 7.3002 21.5548 0.3089 0.194 0.4958
O 15.0316 3.2012 20.8976 0.038 0.4596 -0.1081
O -2.598 8.4072 31.458 -0.2633 -0.0089 0.1293
O 17.4365 2.1259 25.81 -0.0524 -0.6749 -0.3211
O 19.0027 10.4137 30.8902 0.4673 0.2378 0.068
O 19.7284 14.4956 23.1447 -0.0527 -0.5102 0.2268
O 21.1929 1.5068 30.1758 -0.1932 -0.0941 -0.348
O 7.55 11.0398 24.686 0.0191 -0.3221 0.4738
O 13.3242 2.1138 22.5153 -0.4752 -0.2234 0.2661

Results
total energy: -219048.733 eV
total energy less fixed offsets of O -438.35, Si -107.03 eV per atom: -2.653 eV
